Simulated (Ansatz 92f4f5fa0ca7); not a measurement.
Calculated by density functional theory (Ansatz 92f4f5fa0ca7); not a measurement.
Periodic cell of 223 atoms, Si131O90As2, from a study of silicon, its oxide and their interface. The atomic structure is a simulated model.
Doubt: the cutoff is far below the 930 eV that the study's wrapper takes by default for these files, so forces and energies are approximate.

Settings
functional: PBE
potential files: Ansatz PAW
basis: plane waves
wave-function cutoff: 580 eV
density cutoff ratio: 5
exchange-correlation grid ratio: 1
k mesh: 1 x 1 x 1, Gamma-centred
self-consistency stop: 5e-08 eV per atom in the density residual
occupations: fixed
spin: none
net charge: 0

Cell vectors (angstrom)
a 10.938 0 0
b 0 10.938 0
c 0 0 32.1988

Atoms and the computed forces on them: element, x, y, z (angstrom), force x, y, z (eV/angstrom)
Si 10.6334 0.1533 24.925 -0.1268 0.1741 0.1469
Si 5.758 10.6523 24.715 -0.0286 0.0894 0.1022
Si 2.5708 2.908 24.6493 -0.1713 0.0879 0.3355
Si 8.4599 2.4729 24.8589 -0.1274 -0.0083 0.2725
Si 0.2703 5.1399 24.7815 0.0428 0.1032 0.2315
Si 5.161 5.7398 24.6873 0.0768 -0.0372 0.1082
Si 2.9549 7.9788 24.582 -0.0712 0.0342 0.0794
Si 7.9464 8.4311 24.7251 0.0525 -0.0899 0.1178
As 1.4884 1.2591 26.0719 0.4687 -0.3577 -0.1654
Si 6.8412 1.2994 26.0868 0.1825 -0.1005 -0.0185
Si 4.0809 4.1115 26.0267 -0.1998 0.0127 -0.0797
Si 9.5172 4.1554 26.0934 -0.3043 0.3309 0.1595
Si 1.4089 6.8172 25.9832 0.0761 -0.107 -0.0139
Si 6.7495 6.8731 26.0205 0.0157 0.0243 0.171
Si 4.1577 9.4752 25.9699 -0.0595 0.0498 0.1865
Si 9.47 9.5218 26.1826 -0.0273 0.2111 -0.0719
Si 2.8601 -0.1375 27.4361 0.0071 0.0182 -0.4769
Si 8.1457 -0.0295 27.5229 0.0195 0.0418 0.0994
As -0.0911 2.8019 27.5197 0.0217 0.0219 -0.1498
Si 5.467 2.7299 27.3565 -0.0175 -0.0124 -0.0509
Si 2.7276 5.4697 27.4128 -0.041 -0.058 0.0476
Si 8.1389 5.5252 27.404 0.0349 -0.0464 -0.394
Si 0.0146 8.152 27.3726 -0.0027 -0.0309 -0.0526
Si 5.4467 8.1867 27.4627 0.0179 -0.0681 -0.0753
Si 4.1206 1.3714 28.7506 -0.0527 -0.1125 0.1827
Si 9.5247 1.3265 28.8868 -0.2969 -0.0767 0.182
Si 1.3914 4.1402 28.8574 0.034 0.2778 0.132
Si 6.8097 4.1034 28.7444 0.1221 0.0471 0.1568
Si 4.0902 6.8106 28.8127 0.0087 0.0292 0.0412
Si 9.5612 6.8384 28.7596 -0.0392 -0.09 0.1438
Si 1.3639 9.5271 28.7484 0.093 0.0578 0.2002
Si 6.7841 9.5443 28.8667 0.0865 0.0058 -0.0549
Si 0.037 -0.0197 30.1523 -0.0969 -0.0436 -0.1405
Si 5.4496 0.0131 30.1686 0.0327 0.047 -0.0318
Si 2.7422 2.7061 30.1462 0.0355 0.0996 -0.128
Si 8.1792 2.7665 30.1548 0.0733 -0.1325 -0.073
Si -0.0272 5.4816 30.1563 0.1161 -0.0667 -0.0639
Si 5.4715 5.4584 30.1516 -0.0575 -0.0088 -0.0737
Si 2.7296 8.1974 30.151 0.0041 -0.0394 -0.0544
Si 8.2098 8.1937 30.1571 0.0242 0.0438 -0.0613
Si 1.3673 1.3673 31.515 0.1156 -0.0965 0.0987
Si 6.8362 1.3673 31.515 -0.0176 0.0884 0.001
Si 4.1018 4.1018 31.515 -0.0097 -0.0691 -0.0123
Si 9.5708 4.1018 31.515 -0.0959 0.0695 0.0671
Si 1.3673 6.8362 31.515 -0.0658 0.0425 -0.0367
Si 6.8362 6.8362 31.515 0.0702 -0.1052 0.0319
Si 4.1018 9.5708 31.515 -0.1918 0.0215 0.0033
Si 9.5708 9.5708 31.515 0.0253 -0.0052 -0.0027
Si 2.7345 0 0.6835 0.0275 -0.0343 0.1021
Si 8.2035 0 0.6835 -0.0146 0.0911 -0.1903
Si 0 2.7345 0.6835 -0.1009 0.0132 0.0252
Si 5.469 2.7345 0.6835 0.0271 -0.043 0.0199
Si 2.7345 5.469 0.6835 -0.0414 0.1305 -0.2276
Si 8.2035 5.469 0.6835 0.0652 -0.0889 0.0975
Si 0 8.2035 0.6835 0.0786 -0.0516 -0.0228
Si 5.469 8.2035 0.6835 -0.0282 0.0496 0.0182
Si 4.1183 1.3645 2.0567 0.0579 0.0024 -0.0115
Si 9.5613 1.3594 2.0488 0.0036 -0.0149 0.0013
Si 1.3666 4.1256 2.0312 -0.0336 0.0243 -0.0283
Si 6.8431 4.091 2.0594 0.0031 -0.0356 -0.0202
Si 4.1006 6.8306 2.0513 0.017 0.0071 0.0076
Si 9.5749 6.8404 2.0525 0.0126 0.0024 -0.0376
Si 1.3761 9.5535 2.0518 0.0249 -0.055 -0.0049
Si 6.8255 9.5967 2.0461 -0.0383 0.0084 -0.0094
Si -0.017 -0.0371 3.3809 0.098 0.0981 0.0857
Si 5.4888 0.016 3.4738 -0.0673 -0.0057 -0.1012
Si 2.7729 2.7961 3.3519 -0.0497 -0.169 0.1398
Si 8.1812 2.6927 3.4486 0.0642 0.1147 -0.0706
Si 0.0189 5.4825 3.4292 -0.0641 -0.0145 -0.028
Si 5.4739 5.4657 3.4058 0.0336 0.0273 0.0309
Si 2.7674 8.2099 3.448 -0.0651 0.01 -0.0774
Si 8.1988 8.2334 3.3711 0.0178 -0.0688 0.1017
Si 1.3881 1.394 4.6287 -0.0115 0.0149 -0.1256
Si 6.8388 1.3542 4.8992 -0.0013 -0.0185 0.074
Si 4.1483 4.0863 4.7999 0.0153 0.0385 -0.0508
Si 9.5691 4.088 4.753 -0.0083 -0.0169 0.0093
Si 1.4066 6.8351 4.8112 0.0305 0.0214 0.0246
Si 6.8194 6.891 4.728 -0.0024 0.0202 -0.0614
Si 4.1292 9.5808 4.8386 0.0275 0.0135 0.0632
Si 9.5495 9.5546 4.7857 -0.0217 -0.0169 -0.0555
Si 2.7396 0.1129 6.0573 0.0035 0.037 -0.0404
Si 8.2013 -0.0542 6.2545 -0.004 -0.0164 0.0253
Si 0.0228 2.6796 6.0354 0.0056 -0.0223 -0.0183
Si 5.4687 2.73 6.2833 -0.0143 -0.0119 0.0158
Si 2.8095 5.4822 6.1694 0.0011 0.0064 0.0204
Si 8.1684 5.4836 6.0377 0.0085 -0.0016 -0.0278
Si 0.0065 8.1929 6.1462 -0.0093 -0.0162 0.0102
Si 5.5212 8.2291 6.2286 0.009 -0.0083 -0.0233
Si 3.8271 1.5811 7.595 0.0027 -0.0268 -0.0191
Si 9.8332 1.1451 7.4409 0.0085 0.0449 -0.0079
Si 1.6252 3.8066 7.3012 -0.0471 -0.0086 -0.019
Si 6.6416 4.4199 7.4704 0.0183 0.0399 0.0078
Si 4.398 6.6381 7.536 0.0157 0.0069 -0.0154
Si 9.3591 6.9567 7.397 -0.0182 -0.0095 -0.0176
Si 1.1323 9.9238 7.2877 0.0108 0.0105 0.001
Si 7.1541 9.2373 7.6591 -0.0117 -0.013 -0.0231
O 8.3036 8.0953 7.907 0.0078 0.0104 0.0095
O 2.7087 2.7448 7.9516 0.0321 -0.0194 0.0034
O 9.7173 1.4532 24.5006 -0.1614 -0.0864 -0.33
O 4.0337 6.8072 24.0632 -0.0126 0.0591 0.0388
O 0.0215 0.0322 7.9525 0.0023 -0.0191 -0.0011
O 5.5191 5.5163 8.0234 -0.0037 -0.0194 0.0058
O 6.9089 9.5922 24.1351 -0.055 0.0168 0.028
O 1.2896 3.8968 24.3443 0.0323 0.1591 -0.3013
O 3.8533 7.3916 8.9245 -0.0173 0.0072 0.0319
O 0.7985 4.382 8.5867 -0.0004 0.0165 0.0394
O 9.8029 6.1821 8.7927 0.0167 -0.0041 0.0333
O 2.106 9.391 8.496 -0.0077 -0.0013 0.0162
O 7.4958 3.9337 8.7978 0.0003 -0.0136 0.0147
O 4.2618 0.9296 9.0608 0.0152 0.0053 0.049
O 6.7241 9.5673 9.2141 0.0047 0.0006 0.0582
O 9.1996 1.8668 8.7825 -0.0208 0.0064 0.0433
O 7.8028 3.0777 23.4776 0.0224 0.0221 -0.0657
O 10.5805 5.7927 23.4119 -0.0219 -0.0369 -0.0367
O 5.0286 0.4136 23.4171 0.0526 -0.005 -0.0729
O 5.9176 5.0121 23.4204 0.0109 -0.0452 -0.1007
O 3.1415 2.2874 23.2376 0.0326 -0.1444 -0.0672
O 2.2957 8.7672 23.2604 -0.0015 -0.063 -0.0715
O 8.666 7.6865 23.441 0.0491 -0.0199 -0.1006
O 0.1916 10.3694 23.5643 0.0829 -0.0445 -0.028
Si 4.4114 1.5689 22.4535 0.0282 -0.0587 0.0883
Si 3.4847 7.9356 14.0189 -0.0005 0.0046 -0.0574
Si 7.1122 0.9637 14.6525 -0.0029 -0.0021 -0.056
Si 0.9442 9.3696 22.5294 0.0647 -0.0538 0.073
Si 1.1729 4.3125 11.8679 -0.0015 0.0072 -0.0543
Si 6.2606 8.9691 15.3058 -0.0006 -0.0068 -0.0513
Si 0.672 1.3709 12.2838 0.0024 0.0003 -0.0544
Si 8.6426 4.9563 20.5092 -0.0332 0.0283 -0.0084
Si 0.3163 5.7187 9.3502 -0.0061 -0.0079 -0.0544
Si 5.0971 3.1254 17.9286 0.0048 0.0127 -0.0478
Si 0.8793 3.7488 16.7313 0.0018 0.0035 -0.0649
Si 10.4028 2.8456 19.2133 -0.0136 0.0167 -0.0574
Si 5.2735 1.1872 10.3395 -0.0078 -0.0075 -0.0585
Si 0.8843 0.1769 19.8434 -0.0062 -0.0166 -0.0627
Si 6.6385 9.4666 10.8523 -0.0064 0.0117 -0.0671
Si 9.3372 9.6818 18.3159 -0.0194 -0.0149 -0.0538
Si 9.3841 9.2513 12.5589 -0.0075 0.0003 -0.0618
Si 6.633 3.802 22.5965 0.0294 0.0353 0.1417
Si 2.4332 8.0735 9.3707 0.0131 -0.0136 -0.0525
Si 10.5877 7.3719 17.0662 0.0068 0.0023 -0.04
Si 2.5086 6.295 16.566 0.0034 0.0068 -0.05
Si 10.1703 4.4951 14.176 0.0018 -0.0009 -0.0652
Si 6.1353 9.1886 18.5026 0.0091 -0.0103 -0.0402
Si 7.961 2.5789 9.568 0.0169 -0.0092 -0.0674
Si 8.8742 2.1487 12.4392 0.0039 0.0089 -0.0596
Si 5.3357 6.2484 18.057 -0.0062 0.0009 -0.0314
Si 3.9205 0.5606 19.4551 0.0262 0.0027 -0.0429
Si 4.2697 3.8453 12.0374 0.0053 -0.0051 -0.059
Si 5.5375 6.6076 12.124 0.004 0.0055 -0.0478
Si 8.0095 2.5062 17.2101 -0.0084 -0.0086 -0.0509
Si 4.3539 2.4859 14.9526 -0.002 0.0062 -0.064
Si 1.5343 1.2162 15.2441 -0.0014 0.0011 -0.0627
Si 1.5648 9.4168 12.0339 0.0057 -0.0033 -0.0528
Si 8.0446 6.8552 13.8536 -0.0021 -0.0036 -0.0477
Si 10.3757 9.8408 15.4757 0.0013 0.0049 -0.0589
Si 9.8513 6.9804 22.5647 -0.047 -0.0056 0.12
Si 8.1102 5.4897 17.4101 0.0023 0.0017 -0.0397
O 6.041 7.9647 11.2771 -0.0047 -0.019 0.0269
O 6.0154 9.2081 16.8851 -0.0022 0.0037 0.0479
O 7.6749 1.3674 13.1824 -0.0106 -0.0085 0.0357
O 0.8889 1.7514 13.8536 0.0101 -0.0036 0.0476
O 9.4271 6.2582 16.8733 -0.0021 -0.0012 0.0212
O 6.7555 6.2064 13.1216 0.0116 0.0012 0.0236
O 5.1288 4.6624 18.5982 -0.0002 -0.0073 0.012
O 9.2266 2.1551 18.2631 0.0185 -0.0011 0.0316
O 2.3656 0.0932 19.0757 -0.0092 0.0013 0.0215
O 9.4086 10.238 16.7563 -0.0044 0.0005 0.0414
O 2.7809 4.4405 11.6975 0.005 -0.0031 0.0189
O 5.0642 10.3275 19.0937 -0.0127 0.0142 0.018
O 9.419 3.2448 13.4831 0.0034 0.0088 0.0244
O 0.4604 1.7669 19.9416 0.0072 -0.0131 0.0351
O 3.1484 1.3667 15.0508 -0.0016 -0.0017 0.0194
O 8.1693 5.3895 19.026 0.0077 -0.007 0.0268
O 3.891 6.6 17.3782 0.0153 -0.0022 0.0194
O 4.5731 3.2871 16.3726 0.0071 0.0032 0.047
O 9.0563 5.6712 14.3018 0.0032 -0.0019 0.0188
O 5.5248 2.7095 22.1327 -0.04 -0.0267 -0.0307
O 10.6682 4.1521 15.6723 0.0156 -0.0087 0.0447
O 0.337 3.8706 18.2664 -0.0078 -0.0104 0.0376
O 10.4239 10.5149 19.2138 0.0264 0.0162 0.0373
O 9.6362 10.0298 14.0178 0.01 0.0059 0.0484
O 10.9257 8.1173 22.118 0.0236 0.0331 -0.0397
O 1.1866 2.1653 16.5159 -0.0024 0.0088 0.031
O 9.737 3.7469 20.4034 0.0163 -0.0134 0.0158
O 8.133 4.0376 16.683 0.0016 0.0019 0.0234
O -0.0476 9.1079 11.896 -0.0075 0.0028 0.019
O 6.5801 2.4181 17.9963 -0.0043 -0.0016 0.0217
O 5.5737 10.7217 11.1865 0.0019 -0.0036 0.023
O 7.7467 9.5949 18.8319 0.0041 0.0038 0.0144
O 10.023 1.0275 12.0487 0.0004 0 0.0197
O 1.3054 6.962 9.056 0.0023 0.0039 0.0145
O 0.6177 4.7695 13.338 -0.0133 0.0032 0.0364
O 5.6993 7.6281 18.9717 0.0023 0.0052 0.015
O 5.2284 5.0918 11.5066 0.0016 0.0051 0.0187
O 2.7109 6.9894 15.1054 -0.0083 -0.0141 0.0375
O 0.9058 2.7473 11.4535 -0.0011 -0.0077 0.0183
O 0.8561 10.6888 15.5352 -0.0008 -0.0051 0.0216
O 2.3998 8.5863 10.9067 -0.0078 0.015 0.043
O 4.6898 2.4368 11.2613 -0.0057 0.0205 0.0317
O 4.244 3.5168 13.6676 0.0014 -0.0146 0.05
O 2.1965 4.6864 16.4729 -0.0026 -0.0036 0.0165
O 10.6987 8.2533 15.6863 -0.0001 -0.0096 0.0269
O 6.923 10.2961 14.6585 0.0002 0.0004 0.0206
O 2.3357 8.9587 13.4169 0.0121 -0.0067 0.0316
O 8.026 1.5295 15.8957 0.01 0.0144 0.0392
O 4.1232 7.0024 12.8444 -0.0094 0.0076 0.0286
O 4.1704 2.0133 18.7087 -0.0079 -0.0195 0.0242
O 7.3136 4.4306 21.2763 0.0278 0.0023 -0.0319
O 8.4069 2.9321 11.092 0.01 -0.0041 0.0494
O 1.1777 6.8687 17.3472 -0.0056 0.0026 0.0197
O 5.6468 1.58 14.7426 0.0059 -0.0008 0.0215
O 8.1239 9.7613 11.5776 0.0228 -0.0031 0.0326
O 9.2396 6.2823 21.2372 -0.0015 -0.0231 -0.0283
O 8.9535 7.7197 12.8433 -0.0023 -0.006 0.0244
O 1.647 0.1232 11.8678 -0.0024 0.0027 0.0158
O 6.6462 6.1534 17.0602 -0.0008 -0.0026 0.0202
O 7.3892 7.8048 15.0265 -0.0074 0.0099 0.0271
O 1.2109 10.3024 21.227 -0.0095 -0.0124 0.0045
O 10.03 8.2038 18.345 0.001 0.0066 0.022
O 3.9536 0.8601 21.0683 -0.0095 0.0215 0.021
O 0.328 5.3357 10.9176 0.0076 -0.0101 0.043
O 6.6917 1.5755 9.6333 -0.0062 -0.0015 0.0196
O 4.7715 8.7128 14.6716 0.0125 0.0063 0.023

Results
free energy: -144176.167 eV
free energy less fixed offsets of As -4856.12, O -568.88, Si -635.61 eV per atom: 0.183 eV

The program warned: the cutoff lies below the one the program advises for these potential files; the exchange-correlation potential is rough where the density is thin.
